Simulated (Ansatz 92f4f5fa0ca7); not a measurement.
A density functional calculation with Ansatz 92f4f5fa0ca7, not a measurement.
Periodic cell of 273 atoms, Si166O106P1, from a study of silicon, its oxide and their interface. The atomic structure is a simulated model.

Settings: functional PBE; potential files Ansatz PAW; basis plane waves; wave-function cutoff 700 eV; density cutoff ratio 5; exchange-correlation grid ratio 1; k mesh 2 x 2 x 1, shifted by 0.5 0.5 0.5 of a step; self-consistency stop 5e-08 eV per atom in the density residual; occupations fixed; spin none; net charge +1 e, with a uniform compensating background and no finite-size correction.

Cell vectors (angstrom)
a  11.6015  0  0
b  0  13.3963  0
c  0  0  29.8085

Atoms: element, x, y, z (angstrom)
Si  11.5517  0.1801  22.8913
Si  3.9163  0.1544  23.0205
Si  7.6674  0.1189  23.1392
Si  2.0729  3.4578  22.8654
Si  5.9044  3.6914  22.9822
Si  9.7587  3.5351  23.0123
Si  11.668  6.8611  23.0609
Si  3.9611  7.0393  23.1803
Si  7.7957  6.8871  23.2327
Si  2.0482  10.2337  23.2485
Si  5.862  10.0914  23.3015
Si  9.8458  10.0784  23.2246
Si  11.6995  2.3864  23.7301
Si  4.0026  2.4061  23.7296
Si  7.7869  2.4154  23.7548
Si  2.0365  5.7089  23.687
Si  5.8367  5.8117  23.9795
Si  9.7417  5.7265  23.8839
Si  11.7602  9.0307  24.0289
Si  3.9127  9.1307  24.1992
Si  7.8519  9.0785  24.0289
Si  1.9122  12.501  23.7964
Si  5.7749  12.3701  23.9195
Si  9.6881  12.3888  23.7716
Si  11.6473  2.2961  26.1417
Si  3.9235  2.3084  26.1364
Si  7.7488  2.3206  26.1595
Si  1.9813  5.6217  26.127
Si  5.8221  5.6751  26.3194
Si  9.7069  5.6277  26.2497
Si  11.6728  8.9453  26.3629
Si  3.8952  9.0072  26.495
Si  7.7884  8.9892  26.3592
Si  1.9465  12.3808  26.2037
Si  5.7954  12.3314  26.2778
Si  9.676  12.347  26.1783
Si  1.9785  1.1993  26.9785
Si  5.826  1.1855  27.0034
Si  9.6882  1.188  26.9534
Si  11.6523  4.5066  26.9878
Si  3.8881  4.5066  27.0014
Si  7.7552  4.519  27.0407
Si  1.9758  7.7953  27.1077
Si  5.8531  7.8795  27.1605
Si  9.7121  7.8378  27.0805
Si  11.6186  11.2238  27.011
Si  3.8557  11.2673  27.1062
Si  7.7583  11.2355  27.0379
Si  1.9579  1.097  29.3624
Si  5.7935  1.1378  29.3929
Si  9.6431  1.1069  29.3483
Si  0.0119  4.4408  29.3789
Si  3.8586  4.4435  29.3701
Si  7.7296  4.4633  29.4112
Si  1.9244  7.7705  29.4535
Si  5.829  7.8216  29.5062
Si  9.7022  7.7922  29.4234
P  0.0027  11.1746  29.3654
Si  3.8611  11.2159  29.4546
Si  7.7563  11.1936  29.3896
Si  -0.0104  -0.0121  0.3336
Si  3.8774  0.0202  0.4594
Si  7.7073  -0.001  0.394
Si  1.9373  3.3136  0.3678
Si  5.7837  3.3493  0.4256
Si  9.6598  3.3356  0.3702
Si  -0.0047  6.6517  0.4226
Si  3.8814  6.6621  0.3981
Si  7.7649  6.6877  0.4422
Si  1.9207  10.0419  0.3777
Si  5.8221  10.079  0.4217
Si  9.687  10.0378  0.3702
Si  11.5435  -0.0758  2.704
Si  3.8436  -0.0671  2.8498
Si  7.6563  -0.0949  2.7737
Si  1.9318  3.2559  2.7242
Si  5.7461  3.271  2.8238
Si  9.5969  3.2975  2.7438
Si  11.5695  6.6151  2.7778
Si  3.8659  6.6004  2.7415
Si  7.7449  6.6299  2.8022
Si  1.9019  10.0057  2.7453
Si  5.8248  10.0483  2.7882
Si  9.6969  9.9816  2.7421
Si  11.5518  2.1837  3.4079
Si  3.8105  2.1306  3.675
Si  7.6787  2.1109  3.5597
Si  1.9066  5.481  3.4781
Si  5.8038  5.5211  3.5864
Si  9.6541  5.5002  3.6342
Si  11.6103  8.851  3.5662
Si  3.8873  8.8614  3.3994
Si  7.7485  8.8755  3.5414
Si  1.8566  12.229  3.5526
Si  5.7554  12.2156  3.7729
Si  9.6114  12.1969  3.5081
Si  11.476  2.1446  5.7349
Si  3.7254  2.0291  6.0933
Si  7.6035  1.9657  5.9298
Si  1.8777  5.3965  5.81
Si  5.8022  5.4626  5.9568
Si  9.6222  5.4331  6.0311
Si  11.6391  8.7873  5.9427
Si  3.9067  8.789  5.7248
Si  7.7808  8.8131  5.9173
Si  1.7741  12.1564  5.9231
Si  5.716  12.1152  6.2732
Si  9.5819  12.106  5.8635
Si  1.6268  0.9728  6.734
Si  5.6661  0.9855  7.0276
Si  9.6325  0.9343  6.5883
Si  11.5745  4.3008  6.7177
Si  3.8242  4.3203  6.5783
Si  7.6913  4.1733  6.64
Si  2.0327  7.62  6.5132
Si  5.8284  7.7382  6.6896
Si  9.7167  7.6979  6.7373
Si  11.4474  10.9864  6.7819
Si  3.6476  10.9309  6.6494
Si  7.7563  10.9724  6.8692
O  9.8956  7.8966  8.3928
O  9.9036  0.8293  8.2333
O  1.0274  0.9224  8.3127
O  3.0657  10.5493  8.1543
O  5.8163  7.9204  8.3476
O  5.6065  1.1878  8.7044
O  3.7629  4.3331  8.2204
O  7.6477  3.7261  8.2593
O  0.0572  4.2492  8.3835
O  11.1454  10.949  8.4262
O  8.123  10.7684  8.4996
O  2.3929  7.4858  8.1099
O  11.4267  0.2031  21.2186
O  9.7518  3.6394  21.3536
O  4.1393  7.5522  21.5985
O  6.0043  4.1841  21.376
O  5.7507  9.7504  21.6709
O  2.1496  3.3834  21.1913
O  7.3588  13.4376  21.5046
O  4.0076  0.1486  21.3633
O  7.7393  6.9626  21.5873
O  2.1378  10.1712  21.6034
O  11.5555  6.9847  21.4049
O  10.1692  9.6446  21.6406
Si  11.578  6.4532  11.2853
Si  1.5706  10.3673  16.2456
Si  0.229  3.685  9.9108
Si  8.0881  12.8536  20.1743
Si  2.8356  10.462  9.7569
Si  2.5737  10.393  20.0529
Si  10.352  3.7059  19.8335
Si  0.2525  12.8027  17.0848
Si  10.8166  0.6996  19.7672
Si  3.1602  7.7547  16.2216
Si  0.3351  6.4924  19.8975
Si  9.3879  2.5258  14.2894
Si  2.9082  2.5429  11.0419
Si  5.1326  11.9843  15.3492
Si  4.9424  8.6808  20.7141
Si  3.6063  -0.3923  11.2826
Si  5.5893  8.8887  14.7892
Si  -0.1717  11.3137  10.0047
Si  9.4577  10.0166  20.2189
Si  3.4584  0.0473  19.8244
Si  7.4646  4.7039  9.5463
Si  2.3694  12.36  14.1582
Si  6.1874  0.5924  10.1428
Si  2.8006  2.9032  19.7481
Si  5.7154  4.4499  13.6501
Si  7.4774  0.2151  15.596
Si  9.6111  11.3455  15.1996
Si  1.9888  6.5691  13.5423
Si  2.8408  3.5326  14.0133
Si  11.7026  9.1713  18.4086
Si  11.2273  0.8752  9.2012
Si  9.1201  7.3228  9.7119
Si  8.6761  8.5605  14.5724
Si  4.7785  7.1643  12.3446
Si  2.9746  5.6327  18.7402
Si  2.5369  7.4029  9.7141
Si  6.2594  8.4336  9.8367
Si  4.3282  4.7612  9.6674
Si  9.3507  10.4996  12.2778
Si  5.9526  13.024  17.9613
Si  7.9846  4.9387  18.3522
Si  8.308  5.4141  15.1915
Si  7.3233  11.0796  9.9151
Si  5.3904  4.2082  19.8535
Si  0.7862  1.4964  15.0376
Si  7.5557  7.5289  20.0788
Si  7.6445  2.7908  11.865
O  3.448  6.0804  10.1015
O  1.9456  2.6653  15.0795
O  -0.3644  12.9443  10.1652
O  8.3594  8.906  19.8355
O  2.4251  1.3131  19.5117
O  8.1485  5.315  16.7956
O  2.7341  11.9828  19.7052
O  7.1605  8.7671  15.133
O  1.2874  0.1916  14.1732
O  4.4087  3.8235  14.445
O  4.2461  3.414  10.619
O  10.9547  2.0837  14.4854
O  11.3786  4.846  10.9718
O  10.8484  12.0196  16.0364
O  8.9396  6.912  14.7608
O  1.7834  3.3573  10.2137
O  8.4608  5.9313  9.2066
O  11.1481  2.297  19.5306
O  5.4032  7.6092  10.9171
O  11.4145  7.595  18.7893
O  7.8661  8.2647  10.1404
O  10.1309  7.1565  10.9789
O  9.2204  4.1153  14.721
O  8.8399  11.4722  20.5399
O  10.5694  10.5175  11.161
O  8.3638  12.2408  15.7601
O  4.444  2.8815  19.8004
O  4.6655  0.2187  18.7481
O  10.4782  10.0935  18.9618
O  6.8019  0.6888  17.0297
O  0.5177  6.7514  12.8148
O  1.0433  7.1406  10.2773
O  3.144  7.1889  12.5498
O  3.9547  9.5638  19.7728
O  6.7911  5.2052  14.6118
O  0.5781  0.9162  16.5494
O  1.5495  11.7831  17.1086
O  5.4023  8.3006  13.3003
O  2.9708  12.3696  12.6407
O  6.4294  3.1966  12.8841
O  2.7954  9.3228  16.584
O  5.9985  7.8911  19.7615
O  1.9552  6.3933  19.7613
O  1.4457  9.6832  19.1525
O  9.4866  9.7144  15.4628
O  3.0989  8.8907  10.1935
O  8.9758  9.0444  13.0041
O  2.1482  7.3129  14.9936
O  9.1434  3.8744  18.7668
O  4.7319  7.905  15.787
O  7.2477  1.5981  10.8397
O  8.1252  6.3647  19.119
O  5.9067  5.1649  9.6151
O  6.992  -0.9409  19.0641
O  11.0566  2.2493  10.089
O  8.9771  2.3905  12.7106
O  9.7049  11.5108  13.5442
O  6.574  4.2073  18.7406
O  6.0375  10.0535  9.9529
O  1.3471  10.8345  10.2767
O  5.166  10.4686  14.7445
O  1.6896  10.9121  14.665
O  11.3621  13.0777  18.6144
O  5.4381  11.8425  16.9558
O  8.0879  10.993  11.3568
O  11.3096  5.0116  19.644
O  8.3698  1.4843  15.0792
O  2.4311  4.0507  18.5979
O  3.7465  11.6969  10.3163
O  9.1823  0.5753  19.7212
O  2.7761  2.6456  12.6519
O  3.6483  12.6293  15.1391
O  7.9908  4.0872  10.9424
O  5.1151  0.2453  11.3335
O  4.43  5.4952  19.485
O  6.2055  13.0605  14.6815
O  3.0559  6.5748  17.3823
O  2.7817  0.9306  10.7147
O  0.2919  9.4528  16.7976
O  5.2276  5.6157  12.6117
O  2.136  4.971  13.7754
O  6.8963  12.615  9.6945

Results
free energy: -166594.562 eV
free energy less fixed offsets of O -569.03, P -756.45, Si -635.61 eV per atom: -9.672 eV

Forces (eV/angstrom), in the order of the atoms: element, x, y, z
Si  -0.0118  -0.0103  -0.0619
Si  0.0522  -0.0116  -0.0456
Si  -0.029  0.0102  -0.0389
Si  0.0119  -0.0201  -0.0481
Si  -0.0021  0.0168  -0.0661
Si  -0.0049  -0.0133  -0.05
Si  -0.0087  -0.0095  -0.0398
Si  0.0329  0.0057  -0.059
Si  -0.0062  -0.0262  -0.0388
Si  -0.0184  -0.003  -0.0411
Si  -0.0456  -0.0267  -0.0453
Si  0.0233  -0.0117  -0.0389
Si  -0.013  0.0156  0.0071
Si  0.0064  0.004  0.0063
Si  -0.0324  -0.0132  -0.0051
Si  0.0146  0.0132  0.0524
Si  -0.0025  -0.0118  -0.0295
Si  0.013  0.0099  -0.0039
Si  0.0261  0.0013  0.0026
Si  -0.0284  0.0033  -0.0233
Si  0.0082  0.0289  0.0217
Si  -0.0015  -0.0024  0.026
Si  -0.0067  0.0119  -0.013
Si  0.0113  -0.0059  0.0207
Si  -0.005  -0.0031  -0.0228
Si  0.0079  0.0131  -0.0278
Si  -0.0101  0.0142  -0.0265
Si  0.0118  0.0172  -0.0289
Si  0.0042  0.0049  -0.0212
Si  -0.0049  0.0033  -0.0154
Si  0.0108  0.0299  0.005
Si  -0.0209  0.0156  -0.007
Si  -0.017  0.0194  -0.0106
Si  0.0157  0.0035  -0.0264
Si  -0.0038  0.0122  -0.015
Si  0.0166  0.0069  -0.0114
Si  0.0033  0.0063  0.0079
Si  -0.0008  -0.0089  0.0028
Si  0.0022  0.0006  0.0047
Si  0.0124  0.0076  0.0151
Si  -0.0167  -0.004  0.0052
Si  0.0046  -0.0021  -0.0049
Si  -0.0003  -0.012  -0.0043
Si  0.0267  -0.0078  -0.0077
Si  -0.0049  -0.0077  0.002
Si  -0.0129  -0.007  -0.0055
Si  -0.005  0.0005  -0.0091
Si  0.0129  0.0015  -0.0073
Si  0.0132  0.0121  -0.0235
Si  -0.0142  0.0138  -0.0274
Si  -0.0106  0.0095  -0.0238
Si  -0.0002  0.0116  -0.0267
Si  0.0058  0.0189  -0.0148
Si  -0.0088  0.0092  -0.0177
Si  -0.0105  0.0147  -0.0073
Si  -0.0013  0.0068  -0.0226
Si  0.0012  0.0196  -0.0114
P  0.0082  -0.0392  0.0356
Si  0.0083  0.0241  -0.0213
Si  -0.0205  0.0298  -0.0183
Si  -0.0053  0.0188  0.0097
Si  0.0171  -0.0119  0.0275
Si  -0.0009  -0.014  0.0328
Si  0.0065  -0.0096  0.016
Si  -0.0024  -0.0098  0.0326
Si  0.005  -0.0006  0.021
Si  -0.0035  -0.0096  0.0189
Si  0.0047  -0.0184  0.0102
Si  0.0029  -0.0309  0.0177
Si  -0.0126  -0.0047  -0.0078
Si  0.0106  -0.0188  0.0197
Si  0.0037  -0.0075  0.005
Si  0.0021  -0.0066  0.0076
Si  0.0353  -0.0039  -0.0202
Si  -0.0328  -0.0006  -0.0139
Si  0.0314  0.0015  0.0024
Si  -0.0104  0.0099  -0.0249
Si  -0.0314  -0.006  -0.0027
Si  -0.0146  0.0155  0.0023
Si  0.0068  -0.0064  0.0091
Si  0.006  0.0022  -0.0098
Si  -0.0247  0.0037  0.0059
Si  0.0084  -0.0093  0.0059
Si  0.0005  0.0034  -0.0079
Si  -0.0049  -0.0063  0.0142
Si  -0.0022  -0.0085  0.0289
Si  0.0149  0.0047  0.0214
Si  -0.0003  -0.0051  0.0145
Si  -0.0003  -0.0174  0.0151
Si  0.0015  -0.0144  0.0235
Si  0.0028  -0.0263  0.0206
Si  -0.0003  -0.0076  0.0114
Si  -0.0191  -0.019  0.0208
Si  -0.0042  -0.0106  0.0178
Si  0.0137  -0.0003  0.0369
Si  0.0152  -0.0047  0.0231
Si  -0.0092  -0.0131  0.0384
Si  -0.0112  -0.0172  -0.0374
Si  -0.0043  -0.0072  -0.0043
Si  -0.0152  -0.0009  0.0135
Si  0.0232  0.0002  -0.0036
Si  0.0058  -0.0074  -0.025
Si  0.0189  -0.0104  -0.0306
Si  0.0198  -0.0089  0.031
Si  0.0069  -0.0111  -0.0105
Si  -0.0564  -0.0141  0.0224
Si  -0.02  -0.0335  -0.0789
Si  0.0259  0.0145  0.0218
Si  -0.0929  0.0154  0.0394
Si  0.0089  0.0511  0.0473
Si  0.0625  0.0085  0.049
Si  -0.0005  0.0131  0.0512
Si  -0.0047  0.0007  0.0323
Si  -0.0069  -0.0171  0.0523
Si  0.0304  0.0092  0.0526
Si  -0.017  0.0084  0.0342
Si  0.003  0.0272  0.0503
Si  -0.0197  0.0286  0.0314
Si  -0.0453  0.0228  0.0399
Si  0.0634  0.0078  0.0463
O  -0.0332  -0.0237  0.0071
O  0.0301  -0.0032  -0.0238
O  -0.0094  -0.0198  0.0172
O  0.0373  -0.0286  0.0397
O  0.0062  -0.0017  -0.0004
O  0.0164  -0.0205  0.0026
O  0.0271  -0.0025  0.0063
O  -0.0078  0.0117  -0.007
O  -0.0042  -0.0183  0.0055
O  0.0251  -0.0022  -0.01
O  -0.0291  -0.0145  -0.0045
O  -0.0319  -0.0068  0.0142
O  -0.0063  0.0177  -0.0049
O  0.0124  0.0096  -0.0179
O  0.0027  0.0144  0.0093
O  -0.0109  -0.0064  0.0005
O  -0.0049  -0.0025  -0.013
O  0.0115  0.0028  -0.0152
O  0.0403  0.0003  -0.0194
O  -0.0157  0.0128  -0.0093
O  -0.0038  0.0222  0.0009
O  0.0029  0.0151  0.0116
O  0.0247  -0.0039  -0.0222
O  -0.0451  0.018  -0.0215
Si  -0.0052  0.0035  0.0078
Si  0.0003  -0.0003  -0.007
Si  -0.0056  -0.0054  0.0117
Si  0.0045  -0.0004  0.0102
Si  0.0118  -0.0041  -0.0111
Si  0.0038  0.0047  -0.0179
Si  0.0007  -0.0024  0.0009
Si  0.0033  0.0033  0.0022
Si  -0.0003  0.0088  -0.0081
Si  -0.0017  -0.0047  -0.0005
Si  -0.0058  0.0035  0.0015
Si  0.0002  0.0002  -0.0045
Si  0.0025  0.0003  0.0041
Si  -0.0002  0.0001  -0.0009
Si  0.0051  0.0028  0.0031
Si  0.0048  -0.001  0.0035
Si  -0.0004  -0.0032  -0.0001
Si  0.0038  0.0064  0.021
Si  -0.0001  0.0018  0.0079
Si  -0.0044  0.0005  -0.0089
Si  -0.0019  0.0095  -0.0044
Si  0.0006  -0.0032  -0.0054
Si  -0.003  -0.0044  0.0049
Si  -0.0032  0.0003  -0.0063
Si  0.0003  -0.0015  0.0031
Si  -0.0054  0.0047  0.0009
Si  0.0034  -0.0004  -0.0054
Si  -0.0081  0.0032  0.0038
Si  -0.0007  -0.0032  0.003
Si  -0.0076  -0.0025  -0.0075
Si  0.0104  -0.0019  0.0076
Si  0.0014  -0.0045  0.0004
Si  0.0031  -0.0007  -0.0018
Si  0.0016  0.0014  -0.0041
Si  -0.001  0.0001  -0.0037
Si  0.0001  0.0028  0.0001
Si  -0.0029  0.0029  0.0086
Si  0.005  0.0015  0.0007
Si  -0.0001  0.0012  0.0012
Si  0.0023  -0.0003  -0.0017
Si  0.0015  -0.0008  -0.0085
Si  0.0005  0.0009  0.004
Si  -0.007  -0.0004  0.0034
Si  0.0036  -0.004  -0.0033
Si  0.0004  0.0002  0.0021
Si  0.0026  0.0078  -0.0093
Si  0.0019  0.0015  0.0007
O  -0.0012  0.0053  -0.0089
O  -0.0167  -0.0104  -0.0104
O  -0.0013  -0.0215  -0.0277
O  0.0078  -0.0067  0.0191
O  0.0189  -0.0074  0.025
O  0.0041  -0.0069  -0.0111
O  0.0148  -0.0063  0.0198
O  -0.0154  -0.0036  -0.0071
O  0.0073  0.0074  0.0163
O  -0.0072  0.0107  -0.0302
O  0.0053  0.0035  -0.0012
O  -0.0022  -0.0041  0.0088
O  0.0152  0.0179  -0.0197
O  -0.0006  0.0078  0.0002
O  -0.0158  -0.0054  0.0031
O  -0.0162  -0.0089  0.0011
O  -0.0046  0.0137  0.0208
O  -0.0216  -0.0017  0.0227
O  0.0013  0.0051  -0.016
O  0.0194  0.0177  0.021
O  -0.0011  -0.0224  -0.0164
O  0.0087  -0.0136  -0.0236
O  -0.0176  -0.0068  -0.0021
O  -0.005  0.0084  -0.0188
O  -0.0035  0.016  0.0011
O  -0.0031  0.0078  -0.0103
O  -0.0195  0.0307  0.0053
O  0.0015  -0.0229  0.0075
O  0.0178  -0.014  0.0045
O  -0.0006  -0.0285  -0.012
O  0.0208  -0.0052  -0.0174
O  0.0011  -0.0115  0.0141
O  -0.0026  -0.0198  0.0164
O  -0.0147  0.0037  0.0338
O  0.0138  -0.0134  -0.0111
O  -0.0016  -0.0095  -0.0259
O  -0.0231  -0.007  -0.0098
O  -0.0086  -0.0032  0.0212
O  -0.0068  0.0119  0.0092
O  0.0085  0.0195  -0.0094
O  -0.0035  0.0015  -0.0218
O  0.008  0.0069  0.0353
O  -0.0052  -0.0197  -0.015
O  -0.0169  -0.0038  0.0122
O  0.0004  0.0226  -0.0152
O  -0.0146  -0.0031  -0.0226
O  -0.0046  0.0214  0.0117
O  0.0217  -0.0038  -0.0011
O  -0.003  0.0184  0.0156
O  -0.0022  0.0063  -0.0113
O  -0.0051  0.0073  0.0021
O  -0.0134  -0.0141  0.01
O  0.0022  -0.0199  -0.0008
O  -0.0126  0.0201  -0.0077
O  0.0166  0.0034  -0.0276
O  -0.0191  0.0111  0.0187
O  -0.011  -0.0263  0.011
O  0.0077  0.0144  0.0186
O  0.0296  -0.0141  -0.0087
O  -0.0051  0.001  -0.0193
O  0.0042  -0.0002  0.0111
O  0.0175  0.016  0.0167
O  0.0013  -0.0003  0.0064
O  0.006  0.0286  -0.0164
O  0.0005  -0.0034  0.0018
O  -0.0005  0.0045  0.0139
O  0.0124  -0.0046  0.0006
O  0.0136  0.0163  0.0339
O  -0.0029  0.0152  0.0049
O  0.0154  -0.0202  0.0175
O  0.0061  0.0219  -0.0003
O  0.0094  -0.0183  -0.0138
O  -0.0187  -0.0195  -0.0018
O  0.0073  -0.0098  -0.0138
O  -0.0164  -0.0246  -0.0088
O  -0.015  -0.0103  0.0307
O  0.0038  0.0066  -0.0025
O  -0.0053  0.0061  0.0087
O  0.0046  0.0117  0.031
O  -0.004  -0.0026  0.0056
O  0.0154  -0.0027  -0.002
O  -0.0053  0.0064  0.0175

The program warned: the cutoff lies below the one the program advises for these potential files; the forces do not sum to zero within the program's tolerance; the exchange-correlation potential is rough where the density is thin.
